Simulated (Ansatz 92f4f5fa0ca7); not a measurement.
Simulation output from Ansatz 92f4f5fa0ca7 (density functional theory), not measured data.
Periodic cell of 207 atoms, Si128O79, from a study of silicon, its oxide and their interface. The atomic structure is a simulated model.

Settings: functional r2SCAN; potential files Ansatz PAW; basis plane waves; wave-function cutoff 800 eV; density cutoff ratio 5; exchange-correlation grid ratio 1; k mesh 1 x 1 x 1, shifted by 0.5 0.5 0 of a step; self-consistency stop 1e-10 eV per atom in the density residual; occupations fixed; spin none; net charge 0.

Cell vectors (angstrom)
a	10.88	0	0
b	0	10.88	0
c	-2.9065	2.0494	29.9138

Atoms and the computed forces on them: element, x, y, z (angstrom), force x, y, z (eV/angstrom)
Si	4.1594	6.8937	-9.1777	0.0282	-0.0171	-0.2705
Si	0.9856	6.1587	-2.5811	-0.0239	-0.0051	-0.1951
Si	6.3888	4.9535	0.157	0.0056	0.004	-0.0056
Si	1.6305	9.3696	-5.4711	-0.0077	-0.0231	-0.269
Si	2.55	4.738	-7.6701	-0.0069	0.0099	-0.2919
Si	0.5074	3.6208	-4.1177	0.0018	-0.0172	-0.245
Si	8.4041	5.7505	-6.9146	0.0197	-0.0244	-0.2584
Si	1.7384	8.3498	15.5384	0.0084	0.0093	-0.1765
Si	3.4608	7.5476	0.2776	0.0044	0.0042	0.0021
Si	7.4253	11.4497	0.1137	-0.0019	-0.0009	0.0011
Si	4.6275	3.2768	0.0061	-0.0165	-0.0096	-0.0721
Si	7.8175	9.4176	-4.4705	-0.0152	0.0025	-0.2656
Si	-0.9238	8.7924	0.1922	-0.0183	-0.006	-0.0635
Si	0.908	10.3356	0.1283	0.0183	0.0097	-0.0718
Si	9.1344	13.1611	0.2369	0.0004	0.0043	-0.0011
Si	1.7722	5.8274	0.285	-0.0123	-0.016	-0.0588
Si	2.6383	9.4282	1.4136	0.0021	-0.0088	0.0061
Si	5.5405	12.3413	1.2535	0.0086	-0.0018	0.0067
Si	2.8545	4.0895	1.3838	0.002	-0.001	0.0039
Si	5.3878	6.7141	1.3523	-0.0045	-0.0059	0.0011
Si	8.2267	9.6648	1.4514	-0.0023	0.008	0.0022
Si	10.9069	12.1545	1.3689	-0.0083	0.0007	0.0035
Si	8.0972	14.888	1.4595	-0.0033	-0.0029	0.0034
Si	-0.0288	6.8955	1.3437	0.0039	0.0032	0.006
Si	1.289	8.1675	2.8562	0.001	-0.0011	-0.0002
Si	4.1152	10.8995	2.5636	0.0006	0.0009	-0.0035
Si	1.4164	13.5786	2.6387	0.0011	-0.0005	-0.0024
Si	4.1147	5.42	2.8548	0.0004	0.0016	0.0004
Si	6.7929	8.1738	2.6151	-0.0005	-0.0001	-0.0005
Si	9.5701	10.9174	2.8884	0.0021	-0.0019	-0.0001
Si	6.7634	13.5859	2.8538	0.0004	-0.0003	0.0014
Si	9.4987	5.4666	2.6561	-0.0008	-0.0018	-0.0033
Si	2.7025	6.795	4.1221	0.0015	0.0005	0.0002
Si	5.439	9.5361	3.9797	0.0001	-0.0013	-0.0013
Si	2.7538	12.215	4.0229	0.0003	0	0.0006
Si	5.4379	14.9456	4.2121	0.0004	0.0008	-0.0008
Si	8.1407	6.8154	4.0424	0.0001	-0.0004	0.0001
Si	10.8667	9.5195	4.2324	0.0013	0.0006	-0.0009
Si	8.1603	12.2558	4.1612	0.001	-0.0003	-0.0017
Si	0.0204	4.0859	3.9807	0.0003	0	-0.001
Si	4.0938	8.1917	5.3859	-0.0001	-0.0003	0.0008
Si	6.7891	10.8446	5.4164	-0.0002	0.0003	0.0014
Si	4.0547	13.5579	5.4824	0.0004	-0.0003	0.0004
Si	6.8215	5.4647	5.476	0.0005	-0.0008	0.0006
Si	9.4793	8.1294	5.4954	0.0003	-0.0002	0.0007
Si	1.4069	10.9014	5.4738	0.0003	-0.0007	0.0006
Si	-1.3279	2.7644	5.4089	-0.0003	-0.0002	0.0014
Si	1.3368	5.4159	5.4154	0.0013	-0.0001	0.0008
Si	2.7649	9.5076	6.7973	0.0007	0.0005	0.0009
Si	5.4544	12.1909	6.7991	-0.0004	-0.0011	0.0011
Si	2.6805	14.962	6.7928	-0.0003	-0.0009	0.001
Si	5.4276	6.845	6.7801	0.0008	0.0004	0.0009
Si	8.1207	9.5186	6.8172	0	-0.0016	0.0021
Si	-0.0015	12.2778	6.784	0.0015	0.0004	0.0009
Si	8.2082	4.0858	6.7992	0.0006	0.0003	0.0011
Si	10.8832	6.7581	6.8107	-0.0002	-0.0008	0.0016
Si	1.3965	8.1341	8.1372	0.0007	-0.0006	0.0019
Si	4.1205	10.8331	8.1749	0.001	-0.0006	0.0013
Si	1.3136	13.6426	8.1606	0.0003	-0.0001	0.0009
Si	4.0472	5.4797	8.1158	-0.0001	0	0.0004
Si	6.7647	8.1795	8.176	0.0005	-0.0002	0.0006
Si	9.5119	10.8967	8.135	0.0003	-0.0002	0.0017
Si	6.8465	13.561	8.1198	0.0007	0.0001	0.0011
Si	9.5451	5.4103	8.1927	0.0005	0.0007	0.0018
Si	2.7262	6.8079	9.5808	0.0009	0.0002	-0.0005
Si	5.4441	9.4949	9.6161	0.0008	0	0.0008
Si	2.7054	12.2394	9.3833	0.0014	0.0003	0.0007
Si	5.456	4.0935	9.3633	0.0002	-0.0015	-0.0003
Si	8.1597	6.8089	9.4492	0.0008	-0.0007	-0.0011
Si	0.0204	9.515	9.4351	0.0015	-0.0019	-0.0017
Si	8.1751	12.2221	9.5687	-0.0007	0.0001	0
Si	-0.0091	14.9552	9.6206	0.001	0.0003	0.0005
Si	4.0845	8.1429	11.0121	-0.0007	-0.0018	-0.0032
Si	6.842	10.8364	10.9673	0.0002	0.0017	-0.0009
Si	4.0826	13.6027	10.6452	0.0003	-0.0002	-0.0006
Si	6.7929	5.4313	10.7359	0.001	0.0023	-0.0011
Si	-1.3311	8.1405	10.7776	0.0013	0.0014	0.0008
Si	1.3755	10.9057	10.7506	-0.0014	-0.002	0.0019
Si	9.5119	13.5675	10.9874	0.0006	-0.0014	-0.0016
Si	1.359	5.4634	10.9727	0.0025	-0.001	-0.0024
Si	9.1648	4.9531	15.7665	-0.0163	-0.0278	-0.178
Si	5.3635	12.2867	12.095	-0.0006	-0.0087	0.0028
Si	2.7844	3.9948	12.1295	-0.0017	-0.0002	0.0044
Si	4.559	4.8293	13.4102	0.0162	-0.0106	-0.0671
Si	-2.624	9.4118	12.2663	-0.0074	-0.0018	0.0047
Si	0.0429	12.139	12.2558	0.0031	0.0096	0.0058
Si	8.0786	4.1254	12.1931	0.0048	-0.0078	0.004
Si	-0.0557	6.8467	12.2939	0.0079	-0.0065	0.002
Si	2.6696	9.6206	12.2321	0.0099	0.0005	0.004
Si	0.5949	13.6252	16.2146	-0.0314	-0.0131	-0.2264
Si	1.8494	2.2625	13.3985	0.012	-0.0193	-0.0675
Si	5.5007	6.6831	12.2661	-0.0008	0.0025	0.0076
Si	7.3748	7.5431	13.431	0.0107	-0.0159	-0.0703
Si	-0.8658	10.3566	13.5408	0.0031	-0.0085	-0.0008
Si	6.2449	14.0437	13.3262	-0.0089	0.0034	-0.0009
Si	2.4918	5.8699	18.7904	-0.0034	-0.0329	-0.234
Si	6.0171	7.1758	-5.3596	0.0036	0.0127	-0.2098
Si	-1.8068	5.815	13.5238	-0.0015	0.0049	-0.0074
Si	2.3746	10.466	-2.6691	-0.0109	-0.0075	-0.2189
Si	7.3521	5.3204	-1.9379	-0.0102	0.0137	-0.1386
Si	9.2659	2.9056	-2.0252	0.0439	0.0121	-0.144
Si	4.0989	8.1595	20.2924	-0.0332	-0.0139	-0.2756
Si	9.4042	11.4827	15.5343	0.0257	-0.0172	-0.1708
Si	4.1621	8.7345	-7.0961	0.0254	0.0325	-0.2578
Si	4.3689	12.8376	-2.8125	-0.0269	0.0009	-0.1886
Si	6.2226	10.3206	-8.8279	-0.0108	-0.0141	-0.2933
Si	3.4825	7.8229	-2.0069	0.0153	-0.0044	-0.1592
Si	0.3482	8.0528	18.1507	-0.0289	-0.0218	-0.2611
Si	8.486	11.0984	-7.1253	-0.0167	0.0236	-0.2633
Si	1.3877	3.1062	19.1597	-0.0104	0.0368	-0.254
Si	4.1338	10.3767	16.2148	-0.024	-0.0038	-0.228
Si	3.5946	11.4785	13.398	-0.0186	0.0077	-0.0662
Si	9.1802	13.3805	19.7521	0.014	0.0164	-0.2765
Si	4.9117	10.6941	18.9462	0.0401	0.021	-0.2813
Si	9.499	3.152	-6.6426	-0.0235	-0.008	-0.2643
Si	9.1398	7.7515	-2.5067	-0.0019	-0.0018	-0.1905
Si	7.2092	11.586	-2.2452	-0.0042	-0.0445	-0.1663
Si	5.1339	5.8852	-3.7032	-0.0397	0.0006	-0.155
Si	3.3909	3.7039	-4.8628	-0.0373	0.0266	-0.246
Si	0.1393	9.6902	-7.895	0.0318	0.0338	-0.257
Si	0.8711	8.7049	13.4333	-0.0036	0.0068	-0.0013
Si	6.1936	8.0917	16.3175	0.0093	-0.0127	-0.2086
Si	8.4405	7.0135	18.0906	0.0063	0.0189	-0.2774
Si	0.4225	6.981	-6.7448	-0.0043	-0.0129	-0.203
Si	0.3688	3.2629	-9.2181	0.0034	-0.0184	-0.2984
Si	3.732	6.069	16.096	0.0204	-0.0076	-0.212
Si	7.2405	13.5551	15.3403	-0.0032	0.0318	-0.1571
Si	7.4743	11.8321	17.6366	-0.0035	-0.0119	-0.2642
O	1.3695	5.3145	-1.2504	0.0254	-0.0042	0.1243
O	9.0041	8.4149	-3.9833	0.026	-0.0334	0.1217
O	4.1331	11.3787	14.9544	0.0229	-0.0377	0.1319
O	-0.1699	2.9413	19.5321	-0.0414	-0.011	0.0958
O	3.3006	5.3705	17.4745	-0.0408	-0.0056	0.1594
O	-1.2141	7.97	18.5198	0.0106	0.0066	0.0887
O	-0.2153	2.8849	-2.8714	-0.0631	-0.0232	0.1288
O	9.0525	6.089	16.9053	-0.0204	0.0727	0.1693
O	0.6641	10.2185	-6.4558	0.0391	-0.0067	0.1474
O	0.7485	5.1965	-3.8504	0.0075	0.0407	0.1089
O	-0.7497	3.4889	-8.0942	-0.0654	-0.0019	0.1785
O	3.5664	9.3932	-2.4138	0.0106	-0.0327	0.0811
O	6.5888	12.7255	16.5843	0.0108	-0.0548	0.1405
O	7.8165	6.8532	-2.2365	-0.011	-0.0272	0.0718
O	1.583	2.7772	14.9363	-0.0327	0.0189	0.1282
O	-1.3256	10.3361	-8.0849	-0.0244	0.0081	0.1017
O	1.067	7.8306	-5.5078	0.0219	0.0254	0.1127
O	8.2228	10.1761	-5.8312	-0.0246	-0.0684	0.1889
O	9.0037	12.5167	-6.5977	0.0057	0.0164	0.0836
O	8.4375	10.8606	16.7121	-0.057	0.0154	0.1354
O	2.8704	9.4006	16.0199	0.0304	0.0182	0.0793
O	-0.176	12.1911	16.219	0.0241	0.0354	0.081
O	3.4354	8.1184	-8.4135	-0.005	0.0431	0.1403
O	-1.0135	6.293	-6.4792	0.0036	0.0031	0.0747
O	7.0804	7.9133	14.9901	-0.04	0.0225	0.1434
O	8.4972	12.8278	18.3952	0.0546	0.0518	0.1696
O	4.1489	4.9747	14.9953	-0.0285	0.0405	0.1241
O	6.4505	8.6143	-4.7567	0.0255	0.0208	0.0948
O	3.3276	3.9759	-6.4663	0.0404	-0.0473	0.2013
O	2.4564	6.8923	15.522	0.0192	-0.0218	0.0819
O	0.99	9.1399	19.1489	0.0323	0.0287	0.1786
O	9.2953	8.8395	-1.3298	0.0237	0.0269	0.1151
O	3.778	5.11	-4.1533	0.0336	0.0265	0.0852
O	7.1792	7.8768	17.5703	0.0499	-0.022	0.1191
O	-0.3113	3.3955	-5.4782	0.0745	0.0178	0.1822
O	5.3578	9.6731	-7.6269	-0.0499	-0.0443	0.1333
O	3.0654	11.8973	-2.8092	0.0092	-0.0027	0.0643
O	3.1282	9.4708	-6.1119	-0.0483	0.0124	0.1171
O	7.9749	6.1854	19.3852	-0.0025	-0.0678	0.1975
O	4.7667	9.0829	19.13	-0.0236	-0.0437	0.1289
O	1.4804	2.8761	17.5543	0.038	0.0134	0.1909
O	5.6807	11.9642	-2.5798	0.0316	-0.0066	0.066
O	7.7807	4.1045	15.9051	0.0159	0.0066	0.0825
O	4.3122	11.3805	20.2687	-0.0496	0.0543	0.1581
O	4.993	7.0272	16.3594	0.0035	0.0066	0.069
O	1.8107	3.6453	-8.6046	0.0476	0.0375	0.1311
O	1.4725	5.8182	-7.1369	-0.0304	0.0315	0.0918
O	7.561	10.354	-3.2079	-0.0144	0.0763	0.1519
O	5.5371	9.5628	16.2432	-0.0055	0.0125	0.0792
O	3.503	6.7852	19.6615	0.0459	0.0665	0.1195
O	2.2981	12.9558	19.9862	0.0603	-0.0532	0.1439
O	8.1972	12.7893	-2.7451	0.0001	-0.0041	0.0893
O	1.1617	6.6699	18.3364	0.017	-0.0005	0.088
O	8.1412	5.8422	-8.5148	0.0604	-0.013	0.1955
O	8.6844	4.4207	-2.1692	-0.0133	-0.0105	0.069
O	1.9671	4.5634	19.5643	-0.0032	-0.0193	0.0864
O	6.4765	11.0845	18.665	-0.0469	-0.0236	0.1158
O	2.1395	7.2726	-2.771	0.021	0.0058	0.0846
O	-0.4412	3.9935	16.0825	0.0289	-0.0189	0.0793
O	3.6118	5.4752	-8.6412	-0.0433	-0.0386	0.1314
O	4.7579	7.4412	-6.3434	0.055	-0.0616	0.1581
O	1.2979	10.5272	-1.4672	-0.0472	-0.0053	0.1312
O	8.3372	3.7702	20.2525	-0.0134	0.043	0.1001
O	-0.4204	6.8773	-2.3845	0.0009	0.0026	0.0579
O	4.2162	3.0163	-1.5833	0.0173	0.0333	0.129
O	1.5885	10.0361	-4.0208	0.0314	0.0458	0.185
O	1.9911	3.063	-4.3828	-0.0156	-0.0003	0.0843
O	5.7634	6.915	-8.9637	-0.0267	0.0187	0.1026
O	6.2417	4.8867	-3.0587	0.0537	-0.0237	0.1185
O	8.542	12.691	14.8318	0.001	-0.0046	0.0768
O	4.4793	13.5261	-4.2925	0.0265	-0.0395	0.1146
O	7.2816	6.6094	-6.1795	-0.0773	0.0361	0.143
O	1.1355	10.1691	-9.062	-0.0419	-0.0667	0.1694
O	4.0474	11.1393	17.6353	0.0222	0.0064	0.1689
O	8.2815	4.201	-6.4577	-0.0014	-0.0096	0.0857
O	7.1815	11.3692	-8.055	0.0637	0.0177	0.1289
O	4.7412	6.9843	-2.5737	-0.047	0.0429	0.1188
O	0.1604	8.0686	-7.9313	0.008	-0.0336	0.1041
O	0.5122	8.4732	16.5971	-0.035	-0.0194	0.1819

Results
free energy: -126934.775 eV
free energy less fixed offsets of O -570.45, Si -639.56 eV per atom: -5.545 eV

The program warned: the cutoff lies below the one the program advises for these potential files; the forces do not sum to zero within the program's tolerance; empty levels may hold ghost states of the PAW files; the exchange-correlation potential is rough where the density is thin.
